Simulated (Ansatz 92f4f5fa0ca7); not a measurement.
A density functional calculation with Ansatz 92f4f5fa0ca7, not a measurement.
Periodic cell of 223 atoms, Si133O90, from a study of silicon, its oxide and their interface. The atomic structure is a simulated model.

Settings
functional: PBE
potential files: Ansatz PAW
basis: plane waves
wave-function cutoff: 700 eV
density cutoff ratio: 5
exchange-correlation grid ratio: 1
k mesh: 2 x 2 x 1, shifted by 0.5 0.5 0.5 of a step
self-consistency stop: 5e-08 eV per atom in the density residual
occupations: fixed
spin: none
net charge: 0

Cell vectors (angstrom)
a  10.938  0  0
b  0  10.938  0
c  0  0  32.1988

Atoms: element, x, y, z (angstrom)
Si  10.5877  0.2269  24.8592
Si  5.7356  10.6808  24.7346
Si  2.4786  2.9164  24.6365
Si  8.4247  2.468  24.8168
Si  0.273  5.1689  24.7476
Si  5.1536  5.7506  24.6851
Si  2.9325  8.0096  24.5894
Si  7.9386  8.4365  24.7295
Si  1.3291  1.3838  26.034
Si  6.8432  1.3137  26.1092
Si  4.0437  4.1075  25.9827
Si  9.6047  4.0637  26.0778
Si  1.3958  6.8301  25.9911
Si  6.7672  6.853  26.0233
Si  4.0992  9.5377  25.9907
Si  9.4663  9.571  26.1409
Si  2.7273  -0.0076  27.3449
Si  8.159  -0.0153  27.5443
Si  0.0071  2.7216  27.48
Si  5.4404  2.7466  27.3597
Si  2.7254  5.4695  27.4198
Si  8.1849  5.4723  27.355
Si  -0.0053  8.184  27.369
Si  5.4359  8.2019  27.4406
Si  4.0821  1.3687  28.7407
Si  9.5727  1.3592  28.8353
Si  1.3637  4.1142  28.8053
Si  6.8277  4.1006  28.7428
Si  4.0912  6.8219  28.7973
Si  9.5592  6.8263  28.7487
Si  1.3682  9.5617  28.7396
Si  6.786  9.5506  28.8444
Si  0.016  -0.0182  30.1509
Si  5.4403  0.0198  30.1566
Si  2.7354  2.7346  30.143
Si  8.192  2.7452  30.1479
Si  -0.0117  5.4774  30.1478
Si  5.4748  5.4616  30.1435
Si  2.7259  8.2059  30.1408
Si  8.2067  8.1918  30.1496
Si  1.3673  1.3673  31.515
Si  6.8362  1.3673  31.515
Si  4.1018  4.1018  31.515
Si  9.5708  4.1018  31.515
Si  1.3673  6.8362  31.515
Si  6.8362  6.8362  31.515
Si  4.1018  9.5708  31.515
Si  9.5708  9.5708  31.515
Si  2.7345  0  0.6835
Si  8.2035  0  0.6835
Si  0  2.7345  0.6835
Si  5.469  2.7345  0.6835
Si  2.7345  5.469  0.6835
Si  8.2035  5.469  0.6835
Si  0  8.2035  0.6835
Si  5.469  8.2035  0.6835
Si  4.1218  1.3605  2.0549
Si  9.566  1.358  2.0529
Si  1.3678  4.1212  2.0374
Si  6.8476  4.0871  2.0582
Si  4.1036  6.8303  2.0543
Si  9.579  6.8361  2.0514
Si  1.3803  9.5514  2.0513
Si  6.8278  9.5916  2.0503
Si  -0.006  -0.0319  3.3891
Si  5.4886  0.0134  3.4692
Si  2.7742  2.7825  3.366
Si  8.1909  2.6993  3.4481
Si  0.0193  5.4804  3.4331
Si  5.4824  5.4662  3.4075
Si  2.766  8.209  3.4465
Si  8.2071  8.2258  3.3806
Si  1.3919  1.391  4.6331
Si  6.8447  1.3512  4.9066
Si  4.155  4.0871  4.803
Si  9.5752  4.0852  4.7601
Si  1.4125  6.8335  4.8188
Si  6.826  6.8879  4.7301
Si  4.1346  9.5784  4.8448
Si  9.5559  9.5525  4.7895
Si  2.7459  0.112  6.0593
Si  8.2058  -0.0601  6.2641
Si  0.0268  2.674  6.0398
Si  5.4747  2.7285  6.2909
Si  2.8143  5.4784  6.1785
Si  8.1739  5.4807  6.0412
Si  0.0111  8.1893  6.1537
Si  5.5281  8.2232  6.2308
Si  3.8359  1.5741  7.601
Si  9.8375  1.1431  7.4501
Si  1.6281  3.8001  7.3089
Si  6.6503  4.4184  7.4792
Si  4.4052  6.6348  7.5439
Si  9.3652  6.9503  7.4046
Si  1.1399  9.921  7.2927
Si  7.1588  9.2301  7.6677
O  8.3087  8.0882  7.9145
O  2.7136  2.7354  7.9517
O  9.522  1.3529  24.2633
O  4.0512  6.867  24.1198
O  0.0288  0.0301  7.9547
O  5.5263  5.513  8.032
O  6.8482  9.57  24.1951
O  1.3674  4.0594  24.1634
O  3.8613  7.3912  8.9309
O  0.8096  4.3745  8.6002
O  9.8127  6.1758  8.7993
O  2.1105  9.3887  8.503
O  7.5062  3.9294  8.8038
O  4.2681  0.9271  9.0693
O  6.7312  9.5607  9.2227
O  9.2088  1.8613  8.7953
O  7.7122  3.1515  23.5068
O  10.4973  5.8414  23.4351
O  5.09  0.4325  23.3931
O  5.8623  5.091  23.3552
O  3.1032  2.2053  23.2725
O  2.2955  8.7201  23.2195
O  8.6174  7.7512  23.3917
O  0.236  10.3414  23.5832
Si  4.3883  1.5702  22.465
Si  3.4903  7.9315  14.0274
Si  7.1181  0.9595  14.6616
Si  0.9429  9.3564  22.5175
Si  1.1806  4.3092  11.8777
Si  6.2668  8.9655  15.314
Si  0.6783  1.368  12.2924
Si  8.624  4.954  20.5067
Si  0.326  5.7138  9.3589
Si  5.1017  3.1243  17.938
Si  0.8844  3.7463  16.7425
Si  10.4021  2.8491  19.2254
Si  5.2806  1.184  10.3474
Si  0.885  0.1777  19.8426
Si  6.6452  9.4625  10.861
Si  9.338  9.6792  18.3202
Si  9.3911  9.2481  12.5658
Si  6.5704  3.8457  22.5804
Si  2.4401  8.071  9.3771
Si  10.5896  7.3693  17.0729
Si  2.5112  6.2931  16.575
Si  10.177  4.4914  14.1853
Si  6.1378  9.1869  18.5105
Si  7.9687  2.5749  9.577
Si  8.8802  2.1454  12.4487
Si  5.3384  6.2467  18.0625
Si  3.9218  0.5593  19.4634
Si  4.2778  3.8409  12.0472
Si  5.5437  6.6038  12.1338
Si  8.0132  2.5064  17.2146
Si  4.3597  2.4816  14.9629
Si  1.5396  1.2135  15.2539
Si  1.5716  9.414  12.0411
Si  8.0517  6.8528  13.8618
Si  10.3804  9.8378  15.4827
Si  9.8057  7.0137  22.5485
Si  8.1086  5.4864  17.404
O  6.0471  7.9612  11.2872
O  6.0196  9.2065  16.8926
O  7.6801  1.3649  13.1915
O  0.8955  1.7477  13.8625
O  9.4272  6.2581  16.8759
O  6.7615  6.2038  13.1319
O  5.1318  4.6618  18.6051
O  9.2294  2.1607  18.2699
O  2.3659  0.0997  19.0741
O  9.4087  10.2327  16.76
O  2.7887  4.4355  11.7082
O  5.0648  10.3244  19.1009
O  9.4258  3.2408  13.4929
O  0.4557  1.7666  19.9554
O  3.1538  1.3628  15.0607
O  8.166  5.3783  19.0173
O  3.8921  6.6002  17.3883
O  4.5762  3.2838  16.3823
O  9.0637  5.6683  14.308
O  5.4494  2.7593  22.1325
O  10.6737  4.1496  15.6827
O  0.3427  3.8691  18.2782
O  10.4247  10.5181  19.2117
O  9.643  10.0273  14.0241
O  10.902  8.1251  22.089
O  1.1919  2.1629  16.5259
O  9.7316  3.7527  20.4127
O  8.1327  4.0346  16.6758
O  -0.0406  9.1046  11.9029
O  6.5856  2.4192  18.0038
O  5.5811  10.7183  11.194
O  7.749  9.5939  18.8393
O  10.0291  1.0246  12.0576
O  1.3147  6.957  9.0614
O  0.6249  4.7654  13.348
O  5.7055  7.6249  18.9776
O  5.2362  5.0877  11.5164
O  2.7145  6.987  15.114
O  0.9115  2.7446  11.4622
O  0.8603  10.6865  15.5455
O  2.4063  8.5839  10.9131
O  4.698  2.4328  11.2705
O  4.2523  3.5118  13.6772
O  2.2013  4.6839  16.4833
O  10.7047  8.2507  15.6934
O  6.9288  10.2921  14.6651
O  2.3428  8.9558  13.424
O  8.0325  1.5237  15.9048
O  4.1286  6.9973  12.8534
O  4.1777  2.0124  18.7203
O  7.2874  4.4199  21.2528
O  8.4122  2.929  11.1016
O  1.1788  6.8647  17.3554
O  5.653  1.5754  14.7555
O  8.1306  9.7581  11.5853
O  9.2022  6.2894  21.2301
O  8.9602  7.7168  12.8507
O  1.6532  0.1205  11.8755
O  6.6436  6.1505  17.0584
O  7.3975  7.8028  15.0351
O  1.2126  10.2943  21.2189
O  10.0319  8.2015  18.3518
O  3.9474  0.8525  21.0763
O  0.338  5.335  10.9275
O  6.6984  1.5727  9.6402
O  4.7781  8.7075  14.6794

Results
free energy: -135754.157 eV
free energy less fixed offsets of O -569.03, Si -635.61 eV per atom: -5.327 eV

Forces (eV/angstrom), in the order of the atoms: element, x, y, z
Si  -0.0208  0.0109  -0.0362
Si  0.022  -0.0099  -0.0429
Si  -0.0131  0.0121  -0.0357
Si  0.014  -0.0162  -0.0376
Si  0.01  -0.0195  -0.0401
Si  -0.0132  0.0149  -0.0406
Si  0.0134  -0.0124  -0.0441
Si  -0.006  0.0211  -0.0335
Si  -0.0003  0.0066  0.0013
Si  0.0016  -0.0067  -0.0035
Si  0.0029  0.0018  0.0085
Si  0.0005  -0.0033  0.002
Si  0.0037  0.0043  0.0133
Si  0.0037  0.008  0.0121
Si  -0.0031  -0.0027  0.0095
Si  -0.0082  -0.0022  -0.0075
Si  0.0028  -0.0016  0.0056
Si  -0.0005  -0.002  -0.0055
Si  0.0015  0.0004  -0.0034
Si  -0.009  0.0094  -0.0009
Si  0.0043  0.0004  -0.0057
Si  -0.0021  0.0025  -0.0036
Si  0.007  -0.0077  -0.0038
Si  0.0009  0.0039  -0.0057
Si  -0.0012  -0.0057  -0.0156
Si  0.0025  0.0055  -0.0192
Si  0.0005  0.0008  -0.0166
Si  -0.0004  -0.0023  -0.0146
Si  -0.0021  0.0013  -0.014
Si  0.0002  -0.0045  -0.0121
Si  0.0015  -0.0026  -0.0166
Si  -0.0113  -0.0028  -0.0129
Si  0.0045  -0.0074  0.0023
Si  -0.0067  0.0064  -0.003
Si  0.0107  -0.0077  0.0039
Si  -0.0111  0.0082  -0.0023
Si  -0.0094  0.0069  -0.0002
Si  0.0049  -0.0055  0.0011
Si  -0.0073  0.0079  -0.0005
Si  0.0095  -0.0083  -0.001
Si  0.0657  -0.0368  0.0069
Si  -0.0488  0.094  -0.017
Si  0.0549  -0.0672  -0.0028
Si  -0.0749  0.0691  -0.0023
Si  -0.0694  0.0734  -0.0484
Si  0.0462  -0.0888  0.0385
Si  -0.1655  0.0205  0.0102
Si  0.0366  -0.0733  0.0186
Si  0.0512  -0.0376  0.1081
Si  -0.0474  0.0511  -0.1088
Si  -0.0587  -0.008  0.0452
Si  0.0939  -0.0368  0.0078
Si  -0.0262  0.1449  -0.1439
Si  0.0703  -0.0906  0.093
Si  0.0833  -0.098  -0.0219
Si  -0.0168  0.0481  0.038
Si  0.0096  -0.0087  0.004
Si  -0.0111  0.0067  -0.0023
Si  0.0011  0.0085  -0.0005
Si  0.0037  -0.0067  0.0028
Si  -0.0098  0.0049  0.0008
Si  0.0077  -0.0057  0.0046
Si  0.0049  -0.0074  0.0027
Si  -0.0015  0.0077  -0.002
Si  -0.015  -0.0165  0.0244
Si  0.0059  0.006  0.009
Si  0.0115  0.0124  0.0185
Si  -0.0145  -0.0114  0.0202
Si  0.0068  0.0051  0.0152
Si  -0.0124  -0.0117  0.017
Si  0.0009  0.0021  0.0219
Si  0.008  0.0093  0.0116
Si  0.0045  -0.0022  -0.0048
Si  0.0009  -0.0006  -0.0123
Si  -0.0008  0.0005  -0.0005
Si  -0.001  -0.0002  0.01
Si  -0.0015  -0.0028  -0.0028
Si  -0.009  0.008  0.0068
Si  0.01  -0.0147  -0.0002
Si  -0.0087  0.004  -0.0002
Si  0.0112  0.0119  0.0123
Si  -0.0065  0.0031  -0.0119
Si  -0.0051  -0.0101  0.0135
Si  -0.0072  0.0036  -0.0192
Si  0.0112  0.0089  -0.0016
Si  0.0129  -0.0111  0.0034
Si  -0.0071  0.0103  -0.0085
Si  0.0009  0.0047  -0.0213
Si  -0.0438  0.0052  0.0353
Si  0.031  -0.0013  0.027
Si  -0.0007  -0.0286  0.0251
Si  0.0072  0.0406  0.0405
Si  0.0176  -0.0066  0.033
Si  -0.0288  -0.0029  0.0316
Si  0.0017  0.0336  0.0299
Si  0.021  -0.0345  0.0438
O  0.0001  0.0082  0.0177
O  0.0179  -0.0076  0.0239
O  -0.001  0.0005  -0.0198
O  -0.0001  0.0046  -0.0167
O  -0.0068  -0.0011  0.0214
O  -0.0045  -0.0044  0.0163
O  -0.0034  -0.0021  -0.0188
O  0  -0.0071  -0.0175
O  -0.0054  -0.0048  -0.0131
O  0.0068  0.0192  -0.0061
O  0.0144  0.0024  -0.0111
O  -0.0149  -0.0278  0.0023
O  -0.012  -0.0211  -0.0078
O  0.0059  0.0193  -0.0096
O  0.0025  -0.0094  -0.0072
O  -0.0133  0.001  -0.0057
O  -0.0093  0.0006  0.0041
O  0.0036  0.0127  0.0067
O  -0.0014  0.0077  0.008
O  -0.0034  -0.0107  0.0083
O  0.0143  0.0066  0.0093
O  -0.0109  -0.0115  0.0158
O  0.0082  0  0.0085
O  0.0055  -0.0022  0.003
Si  0.0028  0.0028  -0.0008
Si  -0.0048  -0.0004  0.0003
Si  0.0045  -0.0014  -0.0024
Si  -0.0051  0.0025  0.0007
Si  -0.0027  0.0059  -0.0031
Si  0.0013  0  0.0006
Si  0.0034  -0.0013  -0.0057
Si  -0.0006  0.0009  0.0016
Si  0.0066  0.0082  -0.0028
Si  -0.0027  -0.0008  -0.0027
Si  -0.0007  0.0027  0.0028
Si  0.0031  0.0006  0.0072
Si  0.0061  0.0054  -0.0041
Si  0.0018  0.0068  0.0073
Si  0.0088  -0.0003  0.0049
Si  0.0043  -0.0004  -0.0022
Si  0.0013  -0.0003  -0.0018
Si  0.0002  -0.0038  -0.0012
Si  -0.012  -0.0031  -0.0049
Si  -0.0053  0.0061  -0.0014
Si  -0.0003  0.0009  -0.0044
Si  -0.0005  0.0025  0.0028
Si  0.0019  -0.0036  -0.0057
Si  -0.0004  -0.0011  0.0005
Si  0.0005  -0.0015  -0.0039
Si  0.0028  0.0013  0.0035
Si  -0.0091  0.0041  0.0111
Si  -0.0083  0.0055  0.0075
Si  -0.0016  -0.0017  0.0066
Si  0.0032  -0.0025  -0.0005
Si  -0.0031  0.0042  -0.0009
Si  0.001  -0.0026  0.0027
Si  0.005  -0.0011  -0.0004
Si  0.001  -0.0045  0.0036
Si  -0.0002  -0.0003  -0.0027
Si  0.0015  0.0019  -0.0035
Si  -0.0007  -0.0063  0.0015
O  -0.0029  0.008  0.0036
O  0.0121  -0.0042  0.0089
O  0.0153  0.0018  0.0037
O  0.0075  -0.0198  -0.0045
O  -0.0035  0.0003  -0.0031
O  0.013  0.0219  0.0008
O  0.0011  -0.0039  -0.0117
O  -0.0042  0.0274  -0.0029
O  0.0117  0.007  0.0089
O  0.0173  -0.0164  0.0123
O  -0.0038  -0.001  0.0092
O  -0.0026  -0.001  -0.0094
O  0.0076  0.0031  -0.0101
O  -0.001  0.0144  -0.0125
O  -0.0009  0.0196  0.001
O  0.0077  -0.0089  -0.0092
O  -0.0109  -0.0057  -0.0057
O  0.0049  -0.0196  0.0112
O  -0.0008  -0.0099  -0.0005
O  -0.0024  -0.0037  0.0167
O  0.0098  -0.0046  0.0056
O  -0.0095  -0.0175  -0.0101
O  0.0011  -0.0078  -0.0071
O  0.0178  -0.0226  0.0071
O  -0.0004  0.0036  0.0194
O  -0.0013  0.0078  -0.0224
O  -0.0154  0.0096  -0.0244
O  0.0004  -0.0112  0.0276
O  0.0108  0.0033  0.0072
O  0.0051  0.0115  -0.0184
O  0.0004  0.0037  -0.0099
O  0.0011  0.0068  -0.0091
O  -0.0009  0.035  0.0201
O  0.0038  -0.0043  0.0259
O  -0.0069  -0.0163  -0.0038
O  -0.0098  0.0026  -0.0136
O  -0.0081  -0.0097  -0.0135
O  0.0093  0.0048  0.0053
O  -0.0054  0.0036  0.0149
O  -0.0229  0.0011  -0.0069
O  -0.0135  0.0018  -0.0084
O  0.0161  0.001  -0.0024
O  0.0008  -0.0164  -0.0047
O  -0.014  -0.0012  0.0048
O  -0.0075  0.0181  0.0198
O  -0.0093  0.0026  0.0141
O  0.0104  -0.0056  -0.0013
O  -0.0193  0.0081  0.0013
O  0.0101  0.0109  0.0065
O  0.0127  -0.0022  -0.0017
O  0.0169  0.0016  0.0135
O  -0.0003  -0.0234  -0.0043
O  0.0088  -0.0071  -0.009
O  0.0071  0.0119  0.0043
O  -0.0254  -0.0075  -0.0164
O  -0.0006  -0.0141  0.0116
O  -0.017  0.0132  0.0163
O  -0.02  -0.0008  0.0189
O  0.0011  0.0039  -0.0016
O  -0.0032  0.0071  -0.0035
O  -0.0113  -0.01  -0.0037
O  -0.0009  0.0132  -0.029
O  0.0051  0.0063  -0.0101
O  0.0141  -0.0082  -0.017
O  -0.0008  0.0177  0.0235
O  0.0009  -0.0063  -0.0017

The program warned: the cutoff lies below the one the program advises for these potential files; the forces do not sum to zero within the program's tolerance; the exchange-correlation potential is rough where the density is thin.
